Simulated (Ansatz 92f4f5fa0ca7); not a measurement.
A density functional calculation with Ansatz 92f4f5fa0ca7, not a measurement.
Periodic cell of 296 atoms, Si152O112H32, with a vacuum gap, from a study of silicon, its oxide and their interface. The atomic structure is a simulated model.

Settings: functional r2SCAN; potential files Ansatz PAW; basis plane waves; wave-function cutoff 800 eV; density cutoff ratio 5; exchange-correlation grid ratio 1; k mesh 1 x 1 x 1, shifted by 0.5 0.5 0 of a step; self-consistency stop 1e-11 eV per atom in the density residual; occupations fixed; spin none; net charge 0; applied field sawtooth along c, amplitude -0.015 V/angstrom in the program's sign convention, ramp centred at 0.9901 of c and 0.0198 of c wide, no dipole correction.

Cell vectors (angstrom)
a 10.887 0 0
b 0 10.887 0
c 0 0 50.3826

Atoms: element, x, y, z (angstrom)
Si -0.3312 0.26 35.3454
Si 2.5645 2.3101 35.5115
Si -0.3934 5.7201 35.1798
Si 2.9668 7.8272 35.621
Si 4.995 0.1571 35.4578
Si 8.2424 2.3957 35.3397
Si 5.0455 5.4415 35.4655
Si 8.0221 7.7374 35.0952
Si 1.1127 1.2347 36.927
Si 3.7954 3.9568 36.6988
Si 1.1833 6.7512 36.6501
Si 4.0528 9.4345 36.8653
Si 6.6808 1.2778 36.6742
Si 9.451 4.0453 36.539
Si 6.6797 6.6395 36.6799
Si 9.305 9.4206 36.3789
Si -0.1349 2.774 38.0942
Si 2.6154 -0.0914 38.1489
Si -0.1552 8.1917 37.914
Si 2.5398 5.3928 38.0548
Si 5.3193 2.6798 38.008
Si 8.0813 -0.1069 37.9488
Si 5.4601 8.0804 38.1128
Si 8.1136 5.3533 37.9972
Si 1.2701 4.0604 39.4666
Si 4.0221 1.3159 39.4096
Si 1.2254 9.4467 39.4063
Si 3.9964 6.7445 39.375
Si 6.7222 4.0291 39.3571
Si 9.4077 1.3172 39.3456
Si 6.8077 9.4712 39.4244
Si 9.4684 6.7783 39.3233
Si -0.0601 0.0043 40.7307
Si 2.6957 2.7073 40.7659
Si -0.0567 5.4708 40.7558
Si 2.6533 8.1223 40.7369
Si 5.4243 -0.0275 40.743
Si 8.0831 2.6806 40.7295
Si 5.4039 5.416 40.727
Si 8.1779 8.131 40.7587
Si 1.3405 1.3418 42.0949
Si 4.0807 4.0651 42.1146
Si 1.3386 6.7871 42.131
Si 4.0493 9.5015 42.0699
Si 6.7733 1.3377 42.123
Si 9.482 4.0679 42.0629
Si 6.792 6.7779 42.0804
Si 9.5268 9.5152 42.1185
Si 0.0063 2.7488 43.4186
Si 2.7439 0.0091 43.4464
Si 0.0333 8.1905 43.4861
Si 2.7489 5.4548 43.4617
Si 5.461 2.7323 43.4839
Si 8.1837 0.0116 43.464
Si 5.4578 8.1755 43.4143
Si 8.1763 5.443 43.446
Si 1.3943 4.0847 6.9096
Si 4.1184 1.3597 6.9478
Si 1.4175 9.5553 6.9549
Si 4.1365 6.831 6.9171
Si 6.857 4.0933 6.9521
Si 9.5702 1.3952 6.9181
Si 6.8239 9.5263 6.911
Si 9.5557 6.8071 6.9294
Si 0.071 0.0731 8.2812
Si 2.7672 2.7488 8.279
Si 0.08 5.4696 8.2714
Si 2.8372 8.2237 8.2905
Si 5.5299 0.023 8.298
Si 8.2529 2.7537 8.3125
Si 5.5276 5.505 8.2761
Si 8.2108 8.1998 8.2696
Si 1.4402 1.4087 9.6824
Si 4.1738 4.1236 9.5754
Si 1.471 6.8509 9.5879
Si 4.2036 9.5748 9.6934
Si 6.9336 1.3535 9.6633
Si 9.6528 4.1079 9.6639
Si 6.8843 6.8641 9.6711
Si 9.5783 9.5988 9.5854
Si 0.1204 2.7702 11.0845
Si 2.8443 0.0728 11.0287
Si 0.1195 8.2833 10.8573
Si 2.87 5.5147 10.9279
Si 5.5494 2.7646 10.9054
Si 8.3282 0.0288 11.0842
Si 5.604 8.2676 11.0859
Si 8.3201 5.5226 10.969
Si 1.5531 4.1664 12.329
Si 4.2188 1.4548 12.3511
Si 1.449 9.5874 12.3043
Si 4.2185 6.8701 12.3381
Si 6.9973 4.0727 12.222
Si 9.7404 1.3644 12.5095
Si 6.9889 9.5758 12.534
Si 9.7111 6.9424 12.2358
Si 0.0702 -0.2083 13.8936
Si 3.1719 3.1062 13.6682
Si 0.4158 5.8134 13.5023
Si 2.5732 8.0161 13.5796
Si 5.8045 0.381 13.6978
Si 8.0658 2.5279 13.6471
Si 5.4642 5.2473 13.4713
Si 8.7211 8.4479 13.7386
Si -9.8113 5.7308 32.4099
Si -7.5704 9.6867 21.676
Si 4.8172 6.1848 20.1392
Si 1.7039 -12.8975 18.9748
Si 25.0899 30 28.9475
Si 9.5603 15.2141 15.732
Si 11.4841 4.2116 18.0032
Si 5.1671 3.4696 23.7593
Si 37.6488 -7.5294 18.8971
Si 4.7439 3.1408 26.8771
Si -4.0614 6.7668 22.191
Si 10.2847 7.0489 18.9079
Si 13.7372 30.1658 24.4069
Si 10.4672 45.258 19.004
Si 4.564 0.7801 32.7251
Si 32.2545 25.5955 22.8599
Si 26.2749 9.3308 15.5369
Si 25.8705 27.1056 28.7706
Si 12.5223 31.3313 26.7857
Si 14.9667 6.1121 22.9732
Si -15.6013 9.4887 22.4901
Si 27.1485 -22.8903 25.4692
Si 1.7732 23.9157 23.2759
Si 21.4387 -9.8445 21.7418
Si 3.1691 1.0758 25.886
Si 18.633 33.7077 22.1855
Si 7.9083 14.0408 24.269
Si -4.6835 29.6637 32.3739
Si 18.758 13.8989 19.8478
Si 5.5528 -0.9196 30.3958
Si 2.9025 13.725 16.7998
Si 7.3264 21.2159 27.8459
Si 17.0093 14.3368 33.2579
Si 21.7799 12.6247 30.3837
Si -7.9049 -2.9239 32.8036
Si 23.265 11.9717 33.126
Si -1.7271 5.5661 21.183
Si 22.7152 8.1065 30.7775
Si -2.4887 17.8374 16.5759
Si -5.1339 17.7557 15.9003
Si 11.9743 22.1356 16.9349
Si 21.0906 -0.9922 28.8821
Si 23.0292 4.1898 29.8572
Si 14.8771 18.6059 17.8109
Si 17.5118 5.1372 30.7752
Si 9.2466 25.744 29.5534
Si 3.9472 23.689 21.5059
Si -3.2845 2.4641 27.3054
O -15.2339 3.8905 31.7817
O 11.4406 1.2798 31.8292
O 8.5953 5.3617 16.476
O 5.5528 4.7353 34.0763
O 16.4773 8.2342 15.0248
O 4.7729 -1.9062 21.8343
O 5.3347 15.9294 29.7854
O 18.6724 12.526 23.6946
O -7.4239 13.0467 27.0575
O 8.681 -1.2928 28.3892
O 9.7675 20.4968 14.2179
O 4.0414 28.4581 35.1193
O 5.607 28.4002 23.2619
O 2.0082 8.8105 31.7972
O 9.2723 6.7302 34.7161
O 32.9192 20.4095 27.6138
O 1.5365 -0.9154 17.8073
O 13.3312 7.6549 18.202
O -6.3463 26.6418 19.2609
O 17.177 6.1608 20.7847
O 13.9796 -1.98 14.8584
O 19.5863 14.0974 14.9783
O 8.5789 15.282 20.2411
O 15.2289 -6.6987 13.9467
O 8.0861 15.88 30.0589
O 6.9105 1.4896 14.1776
O 8.4718 7.6407 15.1251
O 12.3746 6.9037 14.119
O -4.2032 14.9006 23.6445
O -5.8689 -0.1106 15.0651
O -6.3314 0.2572 25.7097
O 46.0526 31.0408 20.3385
O 2.5539 2.6119 21.9354
O 4.2275 19.5305 25.2466
O 9.3421 6.7973 20.1803
O -18.8093 6.8855 23.8363
O 2.7576 1.7422 24.4692
O 32.4054 8.9857 30.1626
O 10.5307 16.0277 14.7504
O 17.0547 27.486 14.8772
O 4.7855 18.3678 19.184
O 4.0494 4.5709 23.4247
O 9.6344 -8.1227 30.5946
O 21.8856 11.6322 20.2144
O -10.439 24.8555 19.1491
O -14.9117 28.8912 17.0487
O -6.7803 6.9136 28.4689
O 6.1758 -1.0946 24.0759
O 10.4796 3.6627 16.8557
O 13.6386 2.7518 15.1927
O 6.3396 32.2847 29.107
O 33.4605 11.0223 15.3379
O 20.1612 25.6732 23.9073
O 15.2987 2.3704 20.0439
O 22.5971 0.862 22.8623
O 24.4031 37.4779 29.2734
O 15.242 -4.2841 16.6806
O 2.5979 20.2457 23.1079
O 32.3987 11.8144 17.6059
O 0.2237 16.5846 18.515
O 21.3144 11.4144 29.4116
O 23.6774 32.8448 26.3073
O -1.9905 23.816 19.0813
O -8.6207 23.197 17.237
O 7.1122 18.9129 33.7376
O 4.267 19.9771 29.9259
O 6.5654 17.3894 31.632
O 15.9302 13.9361 25.3011
O -6.4954 -18.8197 17.4403
O 22.685 3.4444 23.7023
O 21.5757 -17.0439 29.2698
O 24.7329 22.3465 32.6785
O 12.6878 -30.2336 34.0413
O 17.4318 9.0771 31.3249
O 34.2944 19.4795 25.4703
O 20.2997 23.1218 34.8565
O 4.3662 37.2854 27.349
O 5.0038 24.0426 22.6888
O -10.2225 10.9108 34.0596
O 14.5237 22.1265 21.532
O -8.3171 -2.3041 34.2349
O 10.5433 5.139 21.931
O 12.0895 24.3506 29.6506
O 7.2276 30.1009 22.15
O 6.4606 -1.3223 26.6764
O 22.0274 6.8634 31.566
O 18.3143 2.2757 21.2
O -13.5756 5.9777 22.4152
O -1.4464 18.4517 17.6247
O 8.6452 3.2306 28.2536
O -4.8372 13.5812 27.7212
O 11.1773 8.2817 19.4044
O -6.5137 9.1721 17.1498
O 2.0896 15.0092 17.388
O 25.5349 6.2503 21.3803
O 12.1489 4.4439 31.467
O 6.6057 43.5313 21.8156
O 16.1506 -0.18 33.8646
O 15.8768 -8.579 33.0807
O 7.4534 2.914 34.0091
O -3.0363 13.9707 25.8573
O 17.4843 3.2605 18.8859
O -0.7087 2.6195 21.8153
O 13.7831 20.0597 27.7233
O -1.7202 0.2647 22.0025
O 18.7288 11.7572 27.2972
O 1.9361 7.6509 29.5833
O 15.476 -2.8805 32.609
O 11.2127 -5.5939 33.773
O 15.9842 0.3612 31.265
O 3.7725 12.117 35.3302
O 2.5297 6.395 32.7098
H 0.8437 3.5547 44.351
H -0.8061 1.9177 44.351
H 3.5728 0.8236 44.3789
H 1.9265 -0.8172 44.3789
H -0.7828 7.3631 44.4186
H 0.8609 9.0065 44.4186
H 3.5741 6.2732 44.3942
H 1.9318 4.6283 44.3942
H 4.6483 1.9015 44.4164
H 6.2932 3.5436 44.4164
H 9.0063 0.8325 44.3964
H 7.3657 -0.814 44.3964
H 4.6432 7.3466 44.3467
H 6.2842 8.9927 44.3467
H 7.3639 4.6119 44.3784
H 9.0027 6.2602 44.3784
H 0.5569 3.2787 5.9772
H 2.2114 4.9111 5.9772
H 3.2894 0.5452 6.0153
H 4.9311 2.1905 6.0153
H 0.59 8.7393 6.0225
H 2.2349 10.3815 6.0225
H 4.9511 7.6599 5.9847
H 3.3113 6.0126 5.9847
H 7.6694 4.9244 6.0196
H 6.0248 3.2819 6.0196
H 10.3826 2.2263 5.9856
H 8.7476 0.5743 5.9856
H 5.9975 8.7091 5.9786
H 7.6419 10.3518 5.9786
H 10.3719 7.6345 5.997
H 8.7293 5.9898 5.997

Results
free energy: -161607.801 eV
free energy less fixed offsets of H -15.71, O -570.45, Si -639.56 eV per atom: -1.561 eV

Forces (eV/angstrom), in the order of the atoms: element, x, y, z
Si 0.0066 -0.0012 -0.0192
Si -0.0003 -0.0053 -0.0194
Si 0.0087 -0.0026 -0.018
Si -0.0031 0.006 -0.0214
Si -0.001 0.0026 -0.0134
Si -0.0077 0.0027 -0.0185
Si -0.0012 -0.0044 -0.0142
Si -0.0063 -0.0008 -0.0195
Si 0.0029 0.001 -0.0083
Si -0.0009 0.001 0.0018
Si 0.0016 0.0016 -0.0077
Si -0.0025 -0.0041 -0.001
Si -0.0024 -0.0011 0.0002
Si -0.0017 -0.0032 -0.0055
Si -0.0013 -0.004 0.0055
Si 0.0021 0.0029 -0.002
Si 0.0055 -0.0004 -0.0092
Si 0.0008 -0.0019 -0.0201
Si 0.0074 -0.0009 -0.007
Si -0.0023 0.0002 -0.0182
Si 0.0015 -0.0012 -0.0088
Si -0.0077 0.0025 -0.0175
Si 0.0007 0.0071 -0.0117
Si -0.0021 -0.0005 -0.0071
Si 0.0029 -0.0104 0.0018
Si -0.0034 0.0015 0.0103
Si -0.0041 -0.0034 0.0059
Si -0.0064 -0.0067 0.0094
Si -0.0082 -0.0076 0.0034
Si -0.0004 -0.0094 0.0051
Si -0.0047 -0.0006 0.0004
Si -0.0035 -0.0012 0.0097
Si 0.0062 0.0076 0.0174
Si 0.0053 0.0061 0.0157
Si 0.01 0.0068 0.0243
Si 0.0004 0.0054 0.017
Si 0.0091 0.008 0.0144
Si 0.0044 0.006 0.0205
Si 0.01 0.011 0.0204
Si -0.0082 0.0197 0.0222
Si -0.0174 -0.0198 0.169
Si -0.0311 -0.0315 0.188
Si -0.013 -0.0211 0.1862
Si -0.0039 -0.0106 0.1679
Si -0.0246 -0.0247 0.1847
Si -0.0216 -0.0279 0.1733
Si -0.0077 -0.0123 0.1697
Si -0.0194 -0.0269 0.1863
Si -0.1061 -0.1598 0.2862
Si -0.1784 -0.1242 0.223
Si -0.1251 -0.0821 0.3043
Si -0.161 -0.1439 0.3385
Si -0.1431 -0.1647 0.2865
Si -0.1458 -0.1437 0.3166
Si -0.1441 -0.1418 0.3044
Si -0.1907 -0.1141 0.2665
Si 0.1423 0.1324 -0.3542
Si 0.1611 0.1355 -0.2516
Si 0.1132 0.1418 -0.2931
Si 0.1601 0.1385 -0.3377
Si 0.1463 0.1528 -0.2662
Si 0.1619 0.1138 -0.3149
Si 0.1454 0.0991 -0.3311
Si 0.118 0.1078 -0.2683
Si 0.0012 -0.0056 -0.1787
Si 0.0496 0.0464 -0.1812
Si 0.0232 0.0243 -0.1821
Si 0.0049 0.0103 -0.1841
Si 0.0278 0.0434 -0.1846
Si 0.0041 0.0107 -0.1794
Si 0.0149 0.0124 -0.1776
Si 0.0434 0.0461 -0.1806
Si -0.0088 -0.0075 -0.0311
Si -0.0072 -0.0125 -0.0088
Si -0.0083 -0.0116 -0.0171
Si -0.0021 -0.0137 -0.0295
Si -0.0059 -0.0075 -0.0212
Si -0.001 -0.0053 -0.0287
Si -0.0052 -0.0139 -0.0271
Si -0.0018 -0.0132 -0.0131
Si 0.0057 0.0068 -0.0169
Si 0.0037 0.0033 -0.0076
Si -0.0018 0.0035 -0.0021
Si 0.006 -0.0014 -0.0026
Si -0.0016 0.0123 -0.0071
Si 0.0069 -0.0021 -0.008
Si 0.0033 -0.0027 -0.0159
Si 0.0006 0.0026 -0.0172
Si 0.0045 0.0056 0.0172
Si 0.0069 0.0021 0.0182
Si -0.0043 -0.012 0.0107
Si -0.005 -0.0085 0.0183
Si -0.007 -0.0075 0.0168
Si -0.0077 -0.007 0.0144
Si 0.0022 0.0074 0.0187
Si 0.008 0.0015 0.0212
Si -0.0093 -0.0084 -0.043
Si 0.0082 0.0072 -0.0359
Si -0.0013 0.0017 -0.0255
Si 0.0009 0.001 -0.0229
Si 0.0013 0.001 -0.0286
Si -0.0017 0.0013 -0.0218
Si -0.0011 -0.0061 -0.0215
Si 0.0038 0.0029 -0.0302
Si 0.0056 0.002 -0.0515
Si -0.0068 0 -0.0512
Si -0.0014 0.0035 -0.0517
Si -0.0058 -0.0012 -0.0437
Si 0.0018 0.0092 -0.0475
Si -0.0024 -0.0024 -0.0558
Si -0.0002 -0.0028 -0.0425
Si -0.0014 0.0024 -0.0545
Si -0.0042 0.0017 -0.0484
Si -0.0024 -0.015 -0.0633
Si 0.0051 -0.0078 -0.0351
Si 0.0013 0.0007 -0.0502
Si 0.0056 -0.0045 -0.0605
Si 0.0068 0.0042 -0.0515
Si 0.0016 -0.002 -0.0523
Si -0.0005 0.0054 -0.0359
Si 0 0.0015 -0.053
Si 0.0026 -0.0029 -0.0509
Si 0.009 0.0048 -0.0616
Si 0.0056 0.0031 -0.0365
Si 0.0027 -0.0065 -0.0296
Si -0.0045 -0.0029 -0.063
Si -0.0111 0.0025 -0.0459
Si 0.0008 -0.0031 -0.0422
Si 0.0039 0.0072 -0.0482
Si 0.0022 0.0025 -0.039
Si 0.0102 0.003 -0.0195
Si -0.0061 0.0005 -0.059
Si 0.0029 0.0006 -0.0465
Si 0.001 0.0025 -0.0686
Si -0.0065 -0.004 -0.0377
Si -0.0041 0.0017 -0.0565
Si -0.0014 -0.0005 -0.0471
Si -0.0112 0.0016 -0.056
Si -0.0031 0.0011 -0.0452
Si -0.0049 0.0003 -0.0548
Si 0.0005 0.0056 -0.0443
Si -0.0043 0.0077 -0.0552
Si -0.0085 0.0016 -0.0506
Si 0.0079 -0.0006 -0.0431
Si 0.0016 -0.0009 -0.0549
Si -0.0038 -0.0032 -0.0563
Si 0.0042 0.0032 -0.0359
Si 0.0055 0.0063 -0.054
Si 0.0018 0.0017 -0.063
Si -0.0054 -0.0094 -0.0529
Si 0.0018 0.0013 -0.0464
Si -0.0085 0.0099 -0.0603
O -0.0044 -0.0101 0.0367
O 0.0169 -0.0063 0.0415
O 0.0003 0.0042 0.0195
O -0.0059 0.0106 0.0304
O -0.0023 -0.0053 0.0198
O 0.005 0.0015 0.0152
O 0.0192 0.0007 0.0256
O -0.0004 0.0093 0.0285
O 0.0046 0.0075 0.0181
O 0.0109 -0.0014 0.0165
O 0.0029 -0.0006 0.0145
O 0.0035 -0.0039 0.0185
O -0.005 -0.0005 0.0166
O 0.0108 -0.0014 0.0336
O -0.003 0.0017 0.0128
O -0.0142 0.0031 0.0304
O 0.0014 -0.011 0.0241
O -0.0039 0.0031 0.0128
O 0.0033 0.0046 0.0149
O 0.007 0.0031 0.0253
O 0.0089 0.0032 0.0232
O 0.0117 0.0109 0.0267
O 0.0027 0.0022 0.0176
O -0.0029 -0.0036 0.0065
O -0.0103 0.0055 0.024
O 0.0015 -0.0041 -0.0002
O -0.0042 -0.0122 0.0316
O 0.0017 0.0005 0.0122
O 0.0017 -0.0052 0.0226
O -0.0062 -0.0087 0.0185
O -0.0001 0.0026 0.0145
O 0.0134 0.0067 0.0388
O -0.0043 0.0003 0.0198
O 0.0044 0.0078 0.0186
O -0.0071 -0.0089 0.028
O -0.0049 0.0092 0.0206
O 0.0123 -0.0096 0.0337
O 0.0101 -0.0103 0.028
O -0.0123 -0.0144 0.0302
O 0.0015 0.0094 0.0242
O 0.0043 -0.0086 0.0284
O 0.0045 -0.0066 0.0084
O 0.0056 -0.0039 0.0174
O 0.0003 -0.0017 0.032
O -0.0048 -0.0083 0.0211
O 0.0007 -0.0002 0.0177
O -0.0013 0.0016 0.017
O -0.004 0.0033 0.044
O 0.0096 -0.0014 0.0258
O -0.0039 -0.0048 0.0411
O -0.0134 -0.004 0.038
O 0.0088 0.0056 0.0362
O -0.0124 -0.0031 0.0142
O -0.0036 -0.0103 0.0342
O 0.0085 0.0038 0.0174
O -0.0129 -0.0036 0.0191
O -0.0085 0.0018 0.0256
O -0.0016 -0.0089 0.0373
O -0.008 0.005 0.0252
O -0.0017 0.0044 0.0115
O 0.0052 0.015 0.0245
O -0.0055 -0.0131 0.0253
O -0.0063 0.0015 0.0221
O -0.0009 -0.0014 0.019
O 0.0215 -0.0005 0.0455
O 0.0117 0.0078 0.0354
O -0.0022 0.0149 0.0255
O -0.0006 0.0017 0.0449
O 0.0111 0.0043 0.0239
O 0.0049 -0.0018 0.0168
O 0.0057 -0.0016 0.0121
O -0.003 0.0029 0.0173
O 0.0069 0.0084 0.0302
O 0.003 -0.0111 0.0309
O -0.0058 0.0092 0.0351
O 0.0003 -0.0015 0.0102
O -0.0039 0.0156 0.0313
O 0.0049 0.0066 0.0233
O -0.0129 -0.0036 0.0296
O 0.0012 0.0019 0.0124
O 0.0001 -0.0022 0.0311
O 0.0054 -0.0078 0.017
O -0.0028 0.0012 0.0103
O -0.0025 0.0063 0.0103
O 0.0161 0.0066 0.0375
O 0.0026 -0.0095 0.0228
O -0.0001 -0.0116 0.0272
O -0.0049 0.0013 0.0148
O 0.0126 0.0015 0.0254
O 0.0162 0.0163 0.0347
O 0.006 0.0019 0.0197
O 0.0026 0.0015 0.0112
O -0.0037 -0.008 0.0256
O -0.004 0.0016 0.0164
O -0.0027 -0.0012 0.0348
O -0.001 0.0131 0.0387
O -0.0009 -0.0028 0.0111
O 0.0047 -0.0052 0.0357
O 0.0021 0.003 0.0163
O 0.0136 -0.0061 0.0284
O -0.0037 -0.0094 0.0676
O 0.0055 -0.0019 0.0206
O 0.0016 0.0054 0.0161
O 0.0101 -0.0133 0.0347
O -0.0042 0.0019 0.0121
O 0.0027 -0.0038 0.0196
O -0.0106 -0.0001 0.022
O -0.0012 -0.001 0.0152
O -0.0145 0.0005 0.0454
O -0.0064 0.0114 0.032
O -0.0007 0.0005 0.0148
O 0.003 0.0018 0.0144
H -0.3212 -0.2298 -0.3152
H 0.2751 0.3489 -0.2243
H -0.286 -0.2673 -0.3314
H 0.338 0.3338 -0.2317
H 0.2417 0.3052 -0.2226
H -0.3222 -0.3084 -0.2751
H -0.3126 -0.2742 -0.2806
H 0.323 0.2953 -0.1976
H 0.2789 0.3533 -0.2046
H -0.3053 -0.2843 -0.2985
H -0.2851 -0.2782 -0.2843
H 0.3023 0.3218 -0.1958
H 0.3197 0.3327 -0.2181
H -0.2993 -0.2481 -0.3206
H 0.3109 0.3606 -0.2224
H -0.242 -0.2433 -0.3327
H 0.3396 0.306 0.2953
H -0.2362 -0.3057 0.2424
H 0.3787 0.2714 0.293
H -0.2764 -0.2858 0.2378
H 0.2674 0.2008 0.3283
H -0.3694 -0.3573 0.2032
H -0.3424 -0.3973 0.2081
H 0.2278 0.244 0.3396
H -0.2743 -0.405 0.219
H 0.266 0.2378 0.3232
H -0.3736 -0.3378 0.2208
H 0.242 0.2194 0.334
H 0.332 0.3452 0.2897
H -0.2512 -0.2637 0.2495
H -0.2473 -0.2798 0.24
H 0.321 0.3057 0.2825

The program warned: the cutoff lies below the one the program advises for these potential files; the forces do not sum to zero within the program's tolerance; empty levels may hold ghost states of the PAW files; the exchange-correlation potential is rough where the density is thin.
